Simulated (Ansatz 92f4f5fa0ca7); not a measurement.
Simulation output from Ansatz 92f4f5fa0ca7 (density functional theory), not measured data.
Periodic cell of 223 atoms, Si133O90, from a study of silicon, its oxide and their interface. The atomic structure is a simulated model.
Doubt: the cutoff is low for norm-conserving oxygen, so forces and energies are approximate.
Doubt: the program's own warning below bears on the result.

Settings: functional HSE06; potential files SPMS norm-conserving; basis plane waves; wave-function cutoff 800 eV; density cutoff ratio 4; exchange-correlation grid ratio 1; k mesh 1 x 1 x 1, Gamma-centred; occupations fixed; spin none; net charge 0.

Cell vectors (angstrom)
a 10.938 0 0
b 0 10.938 0
c 0 0 32.3439

Atoms: element, x, y, z (angstrom)
Si 0.3414 -0.2906 24.7458
Si 5.2898 0.2924 25.0494
Si 3.0744 2.4775 25.0166
Si 7.945 2.9312 25.0077
Si -0.2036 5.6635 24.7811
Si 5.7575 5.1738 24.8999
Si 2.6212 8.4071 24.6479
Si 8.495 7.9043 24.8228
Si 1.4087 1.2936 26.1714
Si 6.8341 1.4066 26.3807
Si 4.1779 4.0913 26.2831
Si 9.6034 4.1138 26.1802
Si 1.4195 6.8474 26.0548
Si 6.9003 6.7979 26.1751
Si 4.1014 9.5357 26.1505
Si 9.6532 9.532 26.1056
Si 2.7548 -0.0457 27.5717
Si 8.2631 -0.0488 27.5442
Si 0.025 2.7036 27.5224
Si 5.4709 2.7489 27.6817
Si 2.7331 5.4836 27.5232
Si 8.2325 5.4482 27.5816
Si 0.0481 8.1751 27.5258
Si 5.4912 8.1779 27.5195
Si 4.1018 1.3673 28.9256
Si 9.5708 1.3673 28.9256
Si 1.3673 4.1018 28.9256
Si 6.8362 4.1018 28.9256
Si 4.1018 6.8362 28.9256
Si 9.5708 6.8362 28.9256
Si 1.3673 9.5708 28.9256
Si 6.8362 9.5708 28.9256
Si 0 0 30.2929
Si 5.469 0 30.2929
Si 2.7345 2.7345 30.2929
Si 8.2035 2.7345 30.2929
Si 0 5.469 30.2929
Si 5.469 5.469 30.2929
Si 2.7345 8.2035 30.2929
Si 8.2035 8.2035 30.2929
Si 1.3673 1.3673 31.6601
Si 6.8362 1.3673 31.6601
Si 4.1018 4.1018 31.6601
Si 9.5708 4.1018 31.6601
Si 1.3673 6.8362 31.6601
Si 6.8362 6.8362 31.6601
Si 4.1018 9.5708 31.6601
Si 9.5708 9.5708 31.6601
Si 2.7345 0 0.6835
Si 8.2035 0 0.6835
Si 0 2.7345 0.6835
Si 5.469 2.7345 0.6835
Si 2.7345 5.469 0.6835
Si 8.2035 5.469 0.6835
Si 0 8.2035 0.6835
Si 5.469 8.2035 0.6835
Si 4.1018 1.3673 2.0507
Si 9.5708 1.3673 2.0507
Si 1.3673 4.1018 2.0507
Si 6.8362 4.1018 2.0507
Si 4.1018 6.8362 2.0507
Si 9.5708 6.8362 2.0507
Si 1.3673 9.5708 2.0507
Si 6.8362 9.5708 2.0507
Si 0 0 3.418
Si 5.469 0 3.418
Si 2.7345 2.7345 3.418
Si 8.2035 2.7345 3.418
Si 0 5.469 3.418
Si 5.469 5.469 3.418
Si 2.7345 8.2035 3.418
Si 8.2035 8.2035 3.418
Si 1.2205 1.4987 4.7697
Si 6.7998 1.3902 4.8255
Si 4.1333 4.0294 4.7943
Si 9.5396 4.1116 4.8506
Si 1.3669 6.82 4.7662
Si 6.7908 6.8987 4.7806
Si 4.0752 9.6201 4.7724
Si 9.6083 9.5457 4.7196
Si 2.6637 0.1406 5.9673
Si 8.1825 -0.0803 6.0288
Si -0.1794 2.7185 6.3807
Si 5.4354 2.6838 6.3366
Si 2.667 5.3582 6.0654
Si 8.1609 5.5325 6.1475
Si 0.0381 8.2174 6.1186
Si 5.3856 8.25 6.1864
Si 3.6712 1.5488 7.5619
Si 9.6146 0.8907 7.6062
Si 1.5245 3.9006 7.5603
Si 6.5335 4.4573 7.4801
Si 4.1857 6.5829 7.3267
Si 9.3648 7.1387 7.4229
Si 1.1912 9.8982 7.3004
Si 7.073 9.3539 7.433
O 9.6039 6.7824 24.2862
O 4.1781 1.3715 24.4535
O 8.1916 8.2102 7.8822
O 2.6465 2.7718 8.0315
O 6.8605 4.035 24.4061
O 1.4685 9.5359 24.2024
O 5.3622 5.555 7.8463
O 0.0024 -0.0441 7.8456
O 7.1252 4.0681 8.9559
O 6.7032 10.2087 8.816
O 10.1632 6.6722 8.79
O 2.0764 9.5598 8.6382
O 3.8988 0.6237 8.9339
O 1.0467 4.7039 8.9338
O 8.8626 0.7954 9.1046
O 3.3715 7.1207 8.6377
O 7.7709 8.5329 23.4784
O 8.5471 2.0672 23.7628
O 5.0939 5.7887 23.5323
O 2.4769 3.2571 23.7183
O 10.6218 0.4264 23.4055
O 0.4221 4.9404 23.4242
O 3.3813 7.7987 23.2791
O 6.1622 10.6587 23.8
Si 9.5554 2.548 19.9306
Si 5.5786 6.6948 19.6352
Si 7.9994 3.3911 14.5537
Si 13.3111 3.2357 13.3474
Si 4.6552 1.4277 13.5985
Si 5.021 7.2082 14.3231
Si 4.0076 5.4656 12.2661
Si 4.0119 6.4572 22.518
Si 9.5848 10.9808 14.3343
Si 6.8187 5.517 12.6376
Si 7.3056 1.9002 12.1703
Si 3.3087 13.5137 17.8198
Si 7.9891 4.3625 10.2929
Si 9.1902 7.8163 14.6417
Si 7.56 0.51 18.4633
Si 9.7688 5.1798 16.2483
Si 7.7019 9.6865 16.2795
Si 2.1752 11.3449 12.4189
Si 7.9886 15.8603 18.7748
Si 12.4861 13.484 20.0663
Si -1.647 1.0867 22.713
Si 4.9336 10.0226 15.4047
Si 2.8571 10.949 19.2413
Si 5.5688 9.6645 20.0993
Si 10.7462 5.4469 9.6989
Si 7.1022 9.8437 22.7731
Si 6.274 13.8272 17.0036
Si -3.13 -0.1987 9.9154
Si 1.7331 4.2697 16.0801
Si -1.7046 9.1521 11.9764
Si 0.9897 8.9321 14.2612
Si 3.488 7.6305 10.1708
Si 1.7431 4.2814 22.7101
Si 2.534 9.143 16.9681
Si 13.9984 10.3541 9.6794
Si 3.9751 6.3998 17.0677
Si 11.6794 -3.4847 11.725
O 5.0771 6.6881 15.876
O 3.705 2.6475 14.1109
O 6.6435 3.1755 15.4411
O 3.9943 10.1285 20.0892
O 4.2531 6.4383 10.971
O 1.3349 3.3771 21.4362
O 4.0915 9.167 10.2088
O -3.3984 -5.2387 11.1628
O 10.6481 -2.2925 11.3749
O 9.1995 3.7944 15.5764
O 5.4294 4.6889 12.4135
O 3.5556 10.156 16.2226
O 6.385 6.8644 13.4753
O 10.3015 9.1119 14.6688
O 6.0949 9.6327 16.4604
O 9.7718 6.3755 15.0955
O 13.7588 4.344 12.1935
O 6.731 1.3769 17.3642
O 1.5441 8.6908 15.7545
O 1.9659 9.9095 18.3054
O 14.1452 7.7711 17.487
O 4.6921 14.0862 17.2173
O 8.6701 12.3824 19.1505
O 5.7893 2.0724 12.6722
O 8.2299 2.0668 13.562
O 2.7553 5.4611 22.2414
O 8.8795 14.9779 19.8348
O 2.0699 10.9474 10.8433
O -3.1138 4.6882 13.5926
O 10.6734 11.8769 14.9284
O 7.7971 3.0962 11.2423
O 8.7294 7.9849 13.0669
O 2.7521 14.2062 19.2115
O 12.4665 4.0615 14.4675
O 8.2859 10.8293 22.2278
O 12.997 7.7799 10.8888
O 12.5586 1.9446 12.6512
O 8.1433 10.6574 15.0513
O 4.722 16.8843 18.4493
O 8.3097 10.1976 17.7016
O 5.2918 11.4833 14.798
O 3.7712 0.3807 12.7258
O 7.0002 14.8486 18.0076
O -1.5389 10.5959 12.7324
O 9.7032 2.0264 21.4644
O 5.7523 8.279 19.2552
O 2.9203 5.3144 16.4943
O -2.5886 -1.572 10.635
O 6.4908 21.8116 19.5361
O 11.9691 7.5562 13.3511
O 6.1092 9.3408 21.5988
O 2.1281 2.8197 16.7213
O 7.0768 16.9338 19.6265
O 7.2297 11.5431 11.2027
O 8.9354 16.5446 17.6046
O 1.9422 0.9397 20.2462
O 3.7784 -4.4899 13.5678
O 8.1479 8.1806 15.8297
O 0.2091 6 11.1935
O 4.8143 8.8296 14.2812
O 11.0519 13.5513 19.2842
O 4.7875 6.6528 21.0839
O 1.5159 10.1853 13.3838
O 11.3027 4.9033 16.6882
O 3.5971 1.0233 18.1967
O 9.5566 4.3658 9.8787

Results
free energy: -55382.038 eV
free energy less fixed offsets of O -447.96, Si -113.29 eV per atom: 1.932 eV
gap between the highest filled and lowest empty level on this k mesh: 1.211 eV

The program warned: the cutoff lies below the one the program advises for these potential files; the model core charge is not resolved on the grid; the forces do not sum to zero within the program's tolerance; the exchange-correlation potential is rough where the density is thin.
